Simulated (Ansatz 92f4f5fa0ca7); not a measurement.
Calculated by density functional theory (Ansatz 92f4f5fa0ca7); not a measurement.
Periodic cell of 238 atoms, Si134O104, from a study of silicon, its oxide and their interface. The atomic structure is a simulated model.

Settings
functional: PBE
potential files: Ansatz PAW
basis: plane waves
wave-function cutoff: 700 eV
density cutoff ratio: 5
exchange-correlation grid ratio: 2
k mesh: 2 x 2 x 1, shifted by 0.5 0.5 0.5 of a step
self-consistency stop: 5e-08 eV per atom in the density residual
occupations: Fermi-Dirac, 0.05 eV
spin: none
net charge: 0

Cell vectors (angstrom)
a 11.5983 0 0
b 0 15.4644 0
c -0.7519 -4.0152 24.3777

Atoms: element, x, y, z (angstrom)
Si 0.884 -1.8097 -0.6619
Si 1.1509 1.5745 1.2633
Si -0.068 7.1081 1.019
Si 3.3359 12.1624 -0.6974
Si 5.2271 0.2288 2.332
Si 3.2208 2.3288 2.1226
Si 6.3831 9.8132 -2.6234
Si 2.655 6.4914 -1.462
Si 10.112 -1.2018 2.7998
Si 10.3542 3.3948 -0.2692
Si 7.474 4.6859 -0.6388
Si 11.3027 10.8063 -0.2328
Si 3.1493 -0.8926 2.9451
Si 3.3418 4.6683 1.8887
Si 2.4871 8.7765 2.0388
Si 2.1847 11.0209 2.1316
Si 7.2923 -1.9015 1.3617
Si 5.9647 4.9148 2.0487
Si 5.7736 7.2542 -1.3875
Si 7.4196 6.9847 2.3859
Si 1.3471 -0.8026 1.4029
Si 10.9156 2.6102 2.5513
Si 9.9211 6.6427 2.7215
Si 11.3458 10.7075 2.7718
Si 2.7993 1.0696 4.2065
Si 2.911 5.3499 4.1654
Si 3.0712 7.8079 4.1228
Si 2.9713 12.7113 4.3111
Si 6.3395 1.3695 4.1806
Si 6.5099 3.8255 4.101
Si 6.8867 8.9846 3.8255
Si 6.7992 11.6133 3.8983
Si 10.2778 0.8314 3.9947
Si 10.5406 4.603 3.9228
Si 10.6693 8.6292 3.888
Si 10.5559 12.4404 4.1914
Si 0.7378 0.8714 5.3713
Si 0.8344 4.7827 5.3749
Si 1.0266 8.566 5.1915
Si 0.9344 12.6922 5.517
Si 4.6183 0.9559 5.7221
Si 4.7595 4.63 5.5439
Si 5.0591 8.4327 5.2723
Si 5.0218 12.4699 5.3223
Si 8.3444 0.7626 5.3205
Si 8.5864 4.4105 5.3404
Si 8.7128 8.6211 5.3279
Si 8.5781 12.2213 5.4259
Si 0.9276 -0.8928 6.9855
Si 0.6621 2.7375 6.823
Si 0.9833 6.7714 6.6534
Si 0.9148 10.5601 6.5456
Si 4.8689 -1.161 6.8473
Si 4.4692 2.8526 7.1374
Si 5.1407 6.578 6.8482
Si 4.8175 10.464 6.4904
Si 8.6254 -1.1657 6.6968
Si 8.4761 2.5117 6.8622
Si 8.7204 6.5559 6.6066
Si 8.6077 10.3727 6.8965
Si 2.9967 -1.0794 8.341
Si 2.4042 2.8628 8.4194
Si 3.0061 6.7615 7.8986
Si 2.886 10.4422 7.785
Si 6.7948 -1.1438 8.1912
Si 6.5253 2.6474 8.3226
Si 7.1028 6.4095 8.3051
Si 6.5024 10.4123 8.1022
Si 10.5065 -0.7074 8.2199
Si 10.3723 1.9934 8.1808
Si 10.6787 6.8306 7.9805
Si 10.6419 10.713 8.0266
Si 2.0346 1.8391 10.7161
Si 2.5781 4.6843 12.0668
Si 3.0724 8.6479 9.266
Si 2.9385 12.2281 9.2718
Si 3.8418 0.1304 10.3586
Si 7.6602 4.349 9.5135
Si 7.0757 7.8562 10.2266
Si 4.9206 12.1156 10.6417
Si 9.9923 3.5909 9.9406
Si 11.9667 6.8043 11.5919
Si 10.7895 8.7665 9.3005
Si 10.669 12.5495 9.606
Si -0.7031 1.6152 12.1167
Si -0.1201 5.4385 9.6903
Si 1.1519 8.9713 10.6491
Si 1.0988 11.6594 10.6318
Si 6.1997 0.6963 9.6004
Si 2.2372 5.0351 9.2512
Si 5.2592 9.2882 9.9399
Si 6.891 12.313 9.4169
Si 7.9885 0.7935 12.262
Si 7.1986 6.127 11.8427
Si 9.0117 9.1283 10.8099
Si 8.7591 11.6094 10.7597
Si 9.9568 -2.121 19.022
Si -2.0421 4.1306 23.6128
Si 7.0555 -1.7484 15.8748
Si 6.4808 2.2955 14.2907
Si 1.7324 1.1549 17.4329
Si -0.0201 -1.8848 14.4301
Si 4.1711 13.8953 12.0505
Si 8.834 -3.3424 13.8195
Si 11.3016 1.1399 15.1511
Si 8.0341 5.3651 20.0864
Si 11.1106 9.2249 17.6557
Si 8.3994 1.0841 16.363
Si 7.3709 11.8346 18.1806
Si 5.096 5.1704 13.9324
Si 2.0676 -2.682 12.5075
Si 4.6469 7.0563 16.4981
Si 5.645 15.0086 13.6458
Si 1.191 -1.6214 18.2319
Si 6.7632 2.8981 24.4619
Si 10.2643 9.5323 14.7355
Si 8.6256 0.7525 19.454
Si 12.8432 2.4664 20.0712
Si 1.6111 11.0729 18.705
Si 10.0933 3.1366 20.6712
Si 5.8181 1.2803 20.9549
Si 1.3422 11.0327 14.7745
Si 2.2553 9.0198 16.9648
Si 12.3176 -2.6224 20.7413
Si 8.8356 8.173 19.3583
Si 6.6066 9.9673 20.268
Si 13.4253 5.3874 23.65
Si 5.3525 5.1384 18.8952
Si 3.9089 2.4243 18.9541
Si 0.611 1.3694 24.6634
Si 6.6482 8.9615 17.6894
Si 5.5515 8.7972 22.9228
Si 11.287 -2.8726 23.4105
Si -1.7758 7.512 12.5021
O 11.7641 4.2683 -0.2407
O 2.907 11.9338 0.8774
O 3.3535 8.7525 0.5878
O 6.2384 -0.6454 1.3857
O 4.0252 8.8972 23.4993
O 2.2541 13.1456 -1.4396
O 8.7594 -1.359 1.8303
O 9.9007 2.9816 1.2571
O 1.0219 8.0788 1.8115
O 10.632 10.8183 1.2558
O -3.6281 3.8482 23.8553
O 3.1102 11.2785 3.4658
O 6.836 -3.1028 2.3831
O 9.0104 4.1198 -0.8745
O 9.6108 0.5672 12.1794
O 3.2236 5.1911 10.6426
O 7.3971 0.8833 10.7594
O 7.0363 4.6866 11.0516
O 0.5522 1.1527 11.1361
O 10.2844 3.0145 11.5153
O -0.2226 -1.2453 1.7797
O 10.3422 8.5888 18.9311
O 13.0342 1.7168 21.5223
O 3.4086 10.6608 -1.3964
O 7.3165 -2.4311 -0.1927
O 4.5655 1.4885 1.4388
O 4.5847 1.2014 19.8484
O 6.9766 5.3008 18.8379
O 4.3049 6.496 -1.2354
O 5.8715 9.8923 21.7268
O 1.4927 11.4449 20.298
O 12.0326 6.084 24.1558
O 2.294 8.1177 -1.6915
O 10.6672 2.0369 -1.16
O 6.6979 4.1334 0.7093
O 5.797 9.1002 19.1089
O 6.4771 11.3415 -2.1073
O -0.1209 1.752 13.6479
O 8.0935 -0.5022 16.1159
O 5.6255 8.8982 -1.4923
O 8.6822 6.2914 12.5816
O 1.3351 5.6957 12.4734
O 2.2135 3.0827 11.8237
O 7.2031 -0.4493 13.0277
O 5.0529 10.478 11.1629
O 8.9525 12.2269 18.3751
O -1.4484 -2.4 13.8898
O 7.6306 2.1537 13.1215
O 5.3209 1.1559 13.9544
O 5.8624 3.7892 14.3635
O 0.6411 -3.0592 15.371
O 7.7377 -2.852 14.9049
O 8.3053 12.1682 12.2823
O 12.4573 -2.3745 22.3396
O 12.4942 1.7124 16.1353
O 11.5954 3.5071 20.1407
O 12.5201 1.4511 18.8273
O 7.1903 1.9888 15.7374
O 7.9522 8.0328 17.9901
O 3.2336 1.8091 17.5774
O -0.194 -0.4826 15.2006
O 1.9913 -3.014 17.9
O 1.0014 -1.6132 13.1767
O 2.2303 10.1939 15.8289
O 9.9631 8.087 14.0461
O 10.1465 9.413 16.3591
O 5.7015 14.2342 15.1007
O 1.8676 -0.4674 17.3226
O 6.0304 6.0961 12.9776
O 6.6007 4.3844 -2.0404
O 3.698 4.7585 13.2324
O 4.6756 6.0977 17.7937
O 4.7729 6.1048 15.2096
O -0.4433 -1.713 17.9655
O 9.056 -0.8149 19.4093
O 3.2327 7.8411 16.4957
O 8.4922 1.3667 17.9525
O 7.1588 10.4682 17.2839
O 0.1188 10.6567 18.1504
O 9.817 1.5405 15.699
O 0.1506 10.0393 14.2508
O 9.7519 1.5868 20.2803
O 2.643 9.8396 18.3599
O 5.8007 8.2205 16.5244
O 0.7931 8.3113 17.1921
O 11.0018 -4.482 23.0521
O 1.3672 -1.3883 19.8637
O 7.1704 5.3239 21.4731
O 8.9258 6.7246 20.072
O 9.1579 10.577 14.1932
O 2.6868 3.1832 19.757
O 5.6936 2.8199 21.5173
O 7.1836 0.9365 20.1621
O 4.9929 3.5754 18.5871
O 2.337 -3.9365 13.5769
O 10.7137 -2.7212 20.3462
O 4.8029 5.6651 20.3455
O -1.9506 5.7605 23.2538
O 10.0355 3.2942 22.2788
O 6.7309 11.5137 19.6797
O 6.6702 -2.4148 17.3256
O 11.4384 12.3562 -0.7668
O 8.12 9.2883 20.3438
O 9.0262 4.1058 19.9385

Results
free energy: -144335.878 eV
free energy less fixed offsets of O -569.03, Si -635.61 eV per atom: 14.982 eV
pressure: -1.22 GPa
stress xx, yy, zz, yz, xz, xy (GPa, positive in tension): 1.92, 1.56, 0.19, 0.09, 0.2, 0.5

Forces (eV/angstrom), in the order of the atoms: element, x, y, z
Si 0.037 0.1924 -0.3189
Si 0.2785 -0.2044 0.0261
Si -0.2222 -0.018 0.1982
Si 0.5046 -0.0361 -0.533
Si -0.2033 0.0682 -0.2336
Si 0.1723 -0.7115 -0.2973
Si -0.2436 0.1421 0.0423
Si 0.2521 0.1141 -0.2137
Si -0.4762 -0.0348 -0.1386
Si -0.2713 -0.2829 -0.0545
Si 0.6751 0.3212 0.0863
Si -0.254 0.3249 -0.3681
Si 0.1871 0.0529 0.0298
Si 0.1017 0.1511 0.4689
Si 0.907 -0.2248 -0.3022
Si -0.0771 -0.2568 -0.1359
Si 0.1192 0.0148 -0.0167
Si 0.1567 -0.2974 -0.4027
Si -0.69 0.6681 -0.2046
Si 0.1242 0.1252 0.0216
Si -0.1214 0.4484 0.2746
Si -0.3096 -0.0734 -0.3361
Si -0.0467 -0.1677 0.1357
Si -0.2758 0.5108 -0.2064
Si -0.2265 -0.132 -0.0669
Si -0.2127 -0.0091 0.0442
Si -0.1715 -0.0739 -0.0557
Si 0.3769 0.3385 0.3024
Si 0.0019 -0.0392 0.0208
Si 0.0194 -0.2553 0.4286
Si 0.0058 -0.2251 0.3901
Si 0.0135 0.5653 -0.4999
Si 0.3262 0.0589 0.1112
Si 0.1509 0.188 0.1674
Si -0.1708 0.013 0.2022
Si 0.1706 -0.1113 0.1389
Si -0.0254 0.1997 -0.0781
Si 0.061 -0.0567 0.0505
Si 0.0645 0.0197 0.0669
Si -0.0347 -0.1178 0.0837
Si -0.0264 0.0175 0.2255
Si -0.1081 -0.0419 -0.0469
Si -0.0285 0.137 0.0594
Si -0.1246 -0.0848 0.1782
Si 0.0208 -0.0007 -0.0546
Si 0.0383 0.0048 0.0679
Si 0.3037 0.0316 -0.1041
Si -0.0202 -0.1219 0.1864
Si 0.3008 -0.0454 -0.0003
Si -0.0892 0.1414 -0.1165
Si -0.0146 0.1041 -0.1165
Si -0.0474 0.0822 -0.0841
Si 0.1474 0.2102 -0.0713
Si 0.0493 -0.1407 0.0952
Si 0.1036 -0.0692 -0.0507
Si -0.0152 -0.1057 0.0233
Si -0.1246 0.1896 0.0677
Si -0.3407 0.1063 -0.0387
Si 0.1543 -0.0758 -0.2651
Si -0.2538 -0.0962 0.1055
Si -0.1704 -0.0167 -0.0996
Si -0.0011 -0.1219 0.1655
Si -0.1988 -0.0908 -0.119
Si 0.0791 0.0767 -0.0562
Si -0.1498 0.1144 0.2491
Si 0.0631 0.1803 -0.2646
Si -0.1294 0.0919 -0.1898
Si -0.026 -0.0388 0.0388
Si -0.0384 -0.1159 -0.3495
Si 0.0637 0.0025 -0.0748
Si 0.144 -0.0459 -0.1135
Si 0.1029 -0.0256 -0.159
Si 0.3904 0.0985 -0.1527
Si 0.4007 -0.0062 0.0668
Si -0.1718 0.1525 -0.0371
Si 0.195 -0.1448 -0.0941
Si -0.1527 0.0254 -0.1671
Si -0.4412 0.0671 0.4606
Si 0.0498 -0.2148 0.2048
Si -0.0974 -0.3881 0.1564
Si 0.2209 -0.0273 0.4634
Si -0.1469 -0.1812 0.495
Si -0.0322 0.3831 -0.1584
Si 0.0739 -0.2256 -0.0662
Si -0.113 0.1795 0.312
Si 0.2043 0.0206 -0.1701
Si -0.0338 0.0335 -0.2068
Si 0.0671 -0.0708 0.1807
Si 0.2635 -0.1143 0.011
Si 0.3515 0.1092 0.0302
Si 0.3714 0.4368 0.4052
Si -0.1567 0.0878 -0.1706
Si -0.3349 -0.0446 0.3654
Si -0.0346 0.1653 0.0056
Si 0.1451 -0.1963 0.1342
Si -0.4445 0.1313 0.3477
Si 0.0002 0.0922 -0.0339
Si -0.2028 0.0106 -0.6993
Si -0.0395 0.3153 0.0612
Si 0.0305 -0.0011 0.2488
Si 0.0377 0.047 -0.0891
Si 0.1422 0.0845 0.1288
Si 0.0294 -0.0059 -0.0157
Si 0.0195 0.0106 0.1703
Si -0.1431 0.0012 0.356
Si -0.2117 0.1242 -0.0318
Si 0.0097 -0.0135 0.1085
Si -0.0755 0.0924 0.0431
Si 0.0024 0.0047 0.0184
Si 0.2216 -0.0772 0.1147
Si 0.0907 -0.1763 -0.0113
Si 0.051 -0.0526 0.0295
Si 0.0041 0.1413 0.1266
Si 0.0115 0.0675 -0.158
Si 0.1051 -0.0289 -0.3523
Si 0.0572 -0.1957 -0.0324
Si 0.0733 -0.0217 -0.3056
Si 0.1457 0.0687 -0.1965
Si 0.0334 -0.0322 0.0046
Si -0.0781 -0.0363 -0.3322
Si 0.0662 0.1101 -0.2884
Si 0.0779 0.108 0.0746
Si 0.0601 -0.081 0.1227
Si 0.0175 -0.0584 0.0659
Si -0.0474 -0.0223 0.0117
Si -0.0486 -0.0748 0.2076
Si 0.6641 -0.0976 -0.2806
Si -0.0655 0.1178 0.0066
Si -0.0538 0.1049 -0.1214
Si -0.1766 -0.2751 -0.2804
Si -0.093 -0.0911 -0.1068
Si -0.096 -0.187 -0.2133
Si 0.2529 0.3475 0.0453
Si -0.1307 0.1714 0.1167
O 0.4056 0.4414 0.0181
O -0.3058 -0.1568 0.7753
O -0.2189 -0.3276 0.0023
O 0.1499 -0.1126 0.0475
O -0.2394 -0.0278 0.1378
O -0.1512 -0.0899 0.1193
O 0.2628 0.0648 0.2832
O 0.1186 -0.0652 0.1266
O -0.3408 -0.1657 -0.1284
O 0.0684 -0.0707 0.005
O 0.1738 0.1272 0.0298
O -0.2641 0.2963 -0.1472
O -0.0238 -0.3167 0.3457
O 0.3259 -0.2954 -0.0808
O 0.2005 -0.0694 -0.0956
O -0.5873 -0.0603 -0.2359
O -0.2182 0.016 -0.1957
O 0.4032 -0.1703 -0.313
O 0.2841 -0.002 -0.1905
O -0.1263 0.0789 -0.399
O 0.2545 -0.3409 0.0943
O -0.0147 0.0088 -0.0262
O 0.0042 0.0934 0.1371
O -0.295 -0.0808 0.1771
O 0.1153 0.0734 0.2859
O -0.4554 0.3143 0.4652
O 0.0988 -0.0211 0.1419
O 0.1013 -0.0302 0.0584
O -0.0229 -0.1887 0.0275
O 0.0456 0.011 -0.0248
O -0.0463 0.0469 -0.0291
O -0.1993 -0.0197 0.1945
O -0.1462 0.0223 0.0856
O -0.2365 0.2268 0.0607
O -0.6661 -0.2067 0.5336
O 0.1148 0.1064 -0.0284
O 0.0465 0.0802 0.0647
O -0.0257 0.0385 -0.2604
O -0.0513 -0.1758 -0.0715
O 0.1769 0.0311 -0.3012
O 0.1283 0.1046 -0.2766
O -0.2 0.093 -0.1834
O -0.2365 -0.0532 -0.0867
O 0.0433 0.0204 -0.1525
O 0.0137 0.0264 -0.5311
O -0.047 -0.063 -0.0401
O -0.0769 0.019 -0.0938
O 0.0957 -0.0725 -0.2024
O -0.0188 -0.1526 -0.1057
O -0.0707 0.0733 -0.0894
O -0.0387 -0.084 -0.0495
O 0.0996 -0.1008 -0.1
O 0.1111 -0.1168 -0.3464
O -0.2463 -0.1435 0.0038
O 0.0096 -0.0259 -0.0237
O -0.0629 -0.0348 0.0921
O 0.0258 0.021 0.0704
O -0.0138 -0.0562 -0.1165
O 0.0215 0.014 -0.0065
O -0.0156 -0.048 0.0302
O -0.0198 -0.0377 -0.0934
O -0.0251 -0.0132 0.0866
O -0.1286 0.068 -0.0005
O 0.0026 0.0206 -0.0301
O 0.0926 0.0423 0.093
O -0.0075 0.0668 -0.121
O 0.043 -0.0324 0.032
O 0.006 -0.0175 0.0794
O -0.0197 -0.0174 0.0601
O -0.0243 -0.1418 0.3099
O -0.2542 -0.0436 -0.1224
O 0.0007 0.0134 0.0065
O -0.0316 -0.0008 -0.0344
O 0.0845 0.009 -0.0146
O -0.0116 0.0142 0.0519
O -0.0383 0.0418 0.0181
O 0.0168 -0.0382 0.143
O 0.0463 0.0218 0.0026
O 0.025 -0.0302 -0.0243
O 0.1402 -0.0639 -0.1117
O -0.0037 -0.0099 -0.0316
O 0.0564 0.099 0.1494
O -0.123 0.0412 -0.0759
O 0.0042 0.0537 0.0381
O -0.0048 0.0291 -0.0278
O 0.0705 0.0174 0.0125
O -0.0547 -0.1201 0.0152
O 0.1499 -0.0827 -0.0537
O -0.0025 -0.0347 0.0529
O -0.0412 0.0084 -0.0102
O -0.0904 -0.1123 0.0346
O 0.0435 -0.0531 0.2281
O -0.1701 0.0196 0.1828
O -0.0066 -0.0944 -0.016
O 0.0087 -0.0107 -0.0307
O 0.0703 -0.0157 0.068
O 0.1071 -0.0532 0.0589
O 0.1402 -0.0719 0.1566
O -0.0457 0.052 0.4167
O 0.0115 -0.0254 -0.057
O -0.0179 -0.0458 0.0089
O 0.0106 -0.0872 0.192
O 0.0182 -0.0035 -0.0565
O 0.083 -0.0747 0.0904

The program warned: the cutoff lies below the one the program advises for these potential files.
